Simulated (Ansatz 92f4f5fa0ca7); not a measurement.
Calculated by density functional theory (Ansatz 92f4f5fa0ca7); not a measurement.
Periodic cell of 289 atoms, Si144O113H32, with a vacuum gap, from a study of silicon, its oxide and their interface. The atomic structure is a simulated model.

Settings
functional: r2SCAN
potential files: Ansatz PAW
basis: plane waves
wave-function cutoff: 800 eV
density cutoff ratio: 5
exchange-correlation grid ratio: 1
k mesh: 1 x 1 x 1, shifted by 0.5 0.5 0 of a step
self-consistency stop: 1e-11 eV per atom in the density residual
occupations: fixed
spin: none
net charge: 0
applied field: sawtooth along c, amplitude +0.015 V/angstrom in the program's sign convention, ramp centred at 0.9897 of c and 0.0207 of c wide, no dipole correction

Cell vectors (angstrom)
a 10.88 0 0
b 0 10.88 0
c 0 0 48.4025

Atoms and the computed forces on them: element, x, y, z (angstrom), force x, y, z (eV/angstrom)
Si 12.4136 5.4429 25.9262 0.0073 0.0025 0.0244
Si 10.3094 4.5273 29.1093 -0.0018 -0.0055 0.041
Si 6.506 9.4726 32.3075 -0.0023 0.0071 0.0252
Si 6.476 7.6217 24.5388 -0.0036 -0.002 0.0271
Si 3.6323 5.1982 27.9905 0.001 0.0012 0.0328
Si 7.8601 4.8685 33.2938 -0.0091 -0.0017 0.0373
Si 6.5666 5.5837 26.8484 0.0017 -0.0005 0.0258
Si 2.7735 5.3094 32.6851 -0.0006 0.0092 0.0263
Si 7.0373 9.3028 34.6815 0.0029 0.001 0.0161
Si 10.7212 13.019 33.895 0.0089 0.0084 0.0361
Si 6.9036 4.0307 35.1867 0.0121 0.0167 -0.0066
Si 10.0125 6.8507 34.6101 0.0038 -0.0029 0.019
Si 2.4974 9.8783 34.5904 0.005 -0.0047 0.0299
Si 5.3523 13.1495 34.9982 -0.0094 -0.0103 0.007
Si 11.6351 16.6078 35.95 -0.0134 0.0151 -0.0129
Si 5.4244 7.5363 34.9598 -0.0127 -0.0015 0.0084
Si 6.2457 11.1692 35.9876 -0.0168 0.0147 -0.0184
Si 8.7794 14.0444 36.1774 -0.0224 0.0136 -0.0072
Si 6.1097 5.8251 36.3541 0.018 -0.0148 -0.0209
Si 8.7953 8.347 35.9653 0.0116 -0.0212 -0.0156
Si 11.7373 10.97 35.8529 0.0283 -0.0198 -0.0041
Si 14.3887 13.983 36.1645 0.0121 -0.0041 -0.0165
Si 12.9786 15.1243 34.6878 0.0049 -0.0066 0.0172
Si 3.6254 8.4798 36.0469 -0.0073 0.0254 -0.0204
Si 4.8572 9.9064 37.4357 0.0169 -0.0098 -0.0026
Si 7.6422 12.4294 37.4286 0.0153 -0.0118 0.0106
Si 4.7254 15.3371 37.6155 -0.015 0.0226 0.01
Si 7.5987 7.1148 37.5605 -0.0231 0.0168 -0.0033
Si 10.2434 9.7619 37.2549 -0.0196 0.0138 0.0046
Si 12.9328 12.5148 37.3011 -0.0081 0.0178 0.0059
Si 10.288 15.3286 37.4263 0.0056 -0.0038 0.0055
Si 13.0176 7.1017 37.3092 0.0229 -0.028 0.0138
Si 6.1891 8.5128 38.8181 0.002 0.0002 0.0179
Si 8.9697 11.097 38.7772 -0.0088 -0.0033 0.0167
Si 6.2237 13.8759 38.7272 -0.0129 0.0142 0.0159
Si 8.9703 16.639 38.8408 -0.0075 -0.0093 0.0206
Si 11.6318 8.4572 38.6521 0.0034 -0.0074 0.0373
Si 14.3134 11.2259 38.7266 0.0122 -0.0089 0.0191
Si 11.6216 13.8892 38.7309 0.0078 0.0126 0.0311
Si 14.253 16.6927 38.879 0.0052 0.0032 0.0053
Si 7.5731 9.8219 40.1806 0.0054 0.0094 0.153
Si 10.2822 12.5287 40.1144 -0.0098 -0.0107 0.1419
Si 7.5663 15.2459 40.0914 -0.0046 -0.0091 0.2031
Si 10.3247 7.1346 40.1216 0.0072 0.005 0.2369
Si 12.9736 9.8231 40.0368 0.0217 0.0224 0.2045
Si 4.8303 12.5566 40.082 -0.0133 -0.0147 0.2118
Si 12.9374 15.2508 40.1662 0.0089 0.0072 0.1505
Si 4.8143 7.147 40.1676 -0.0001 -0.002 0.1354
Si 6.1664 11.2112 41.4791 0.1882 -0.0969 0.2605
Si 8.8958 13.9013 41.4627 0.1006 -0.1658 0.3018
Si 6.2137 16.6052 41.4465 -0.192 0.1581 0.3354
Si 8.9493 8.4437 41.4979 -0.1218 0.1908 0.3933
Si 11.6609 11.163 41.4437 -0.1397 0.1436 0.295
Si 3.5031 13.9043 41.4651 -0.153 0.1184 0.3226
Si 11.6041 5.7601 41.5155 0.1148 -0.1465 0.4007
Si 14.3094 8.5206 41.4694 0.1824 -0.1772 0.3525
Si 4.0353 8.1937 6.944 0.0641 -0.1748 -0.2471
Si 6.7632 10.9179 6.9322 0.1177 -0.0962 -0.3391
Si 4.1239 13.5856 6.9231 -0.0504 0.0986 -0.3241
Si 6.8217 5.3995 6.9257 -0.1422 0.1278 -0.3083
Si 9.56 8.1511 6.9315 -0.1015 0.0391 -0.3451
Si 12.2926 10.8336 6.9031 -0.1455 0.1395 -0.3302
Si 9.467 13.6145 6.9449 0.1723 -0.1024 -0.317
Si 12.2215 5.4846 6.9355 0.0628 0.0051 -0.3621
Si 5.4197 6.7806 8.1946 0.0127 0.0068 -0.1464
Si 8.1474 9.5217 8.1863 -0.0158 -0.0072 -0.1497
Si 5.4383 12.2481 8.3742 -0.0232 -0.0102 -0.1958
Si 8.1292 4.0714 8.3779 0.0443 0.0432 -0.2023
Si 10.8924 6.8242 8.3677 0.0048 0.0038 -0.1905
Si 2.7183 9.5268 8.3932 -0.0061 -0.0263 -0.1922
Si 10.8979 12.2142 8.1554 0.0054 0.0006 -0.144
Si 2.7605 14.9975 8.1778 -0.0133 -0.0309 -0.1644
Si 6.7702 8.1578 9.488 0.0026 -0.0001 0.0068
Si 9.5475 10.8516 9.4874 0.0156 -0.0081 0.0105
Si 6.7759 13.5999 9.7887 0.0029 -0.0047 -0.0467
Si 9.5019 5.4705 9.709 0.0009 0.0024 -0.0279
Si 1.3794 8.1476 9.8031 -0.0127 0.0039 -0.0396
Si 4.0912 10.8843 9.7717 0.0029 0.0072 -0.037
Si 12.2824 13.5966 9.4139 -0.004 -0.0034 0.0078
Si 4.1042 5.4252 9.5788 -0.0052 0.0199 -0.0121
Si 5.5135 9.4319 11.0151 0.0366 -0.0359 -0.0079
Si 8.2589 12.1614 10.9312 0.0456 -0.0368 -0.0178
Si 5.3506 4.1225 11.1048 -0.0238 0.026 -0.0179
Si 8.0474 6.8773 10.9579 -0.0249 0.0399 -0.0056
Si -0.0876 9.5654 11.0286 -0.0334 0.0337 -0.0169
Si 2.6618 12.3619 10.9531 -0.0407 0.0343 -0.0071
Si 10.9868 4.026 10.8337 0.0429 -0.0363 -0.0107
Si 2.8323 6.7299 11.0731 0.0296 -0.0289 -0.0061
Si 4.6262 7.6652 12.3371 -0.0053 0.0125 0.014
Si 7.3383 10.3756 12.1506 -0.0121 0.0072 0.0092
Si 3.5465 3.2004 12.3462 0.0146 -0.0114 0.0001
Si 6.3539 5.8907 12.2979 0.0105 -0.0059 -0.0019
Si 8.9764 8.6376 12.2573 0.006 -0.0007 0.0056
Si 0.8332 11.4396 12.0917 0.0158 0.0064 0.0115
Si 8.6896 2.8748 14.7189 0.0094 -0.0057 0.0171
Si 1.7825 4.9402 12.2009 -0.0277 0.0123 0.0096
Si 5.1936 11.7626 28.2348 -0.0054 -0.0042 0.0399
Si 10.0726 13.1535 12.0608 0.0094 0.0094 0.0111
Si 5.9653 10.0962 18.9879 -0.0008 0.0001 0.0269
Si 10.1232 10.2668 18.3663 0.0015 -0.0036 0.0265
Si 5.5259 6.7675 32.777 0.0046 -0.0133 0.019
Si 1.4704 11.0851 14.279 -0.0035 0.0025 0.0109
Si 2.7036 9.1682 21.6037 -0.0014 0.0065 0.0305
Si 12.079 7.97 19.3778 0.0027 0.0013 0.0302
Si 4.7036 7.026 22.039 -0.0051 0.003 0.0229
Si 3.8406 8.35 17.7516 0.0022 0.0071 0.0315
Si 3.0112 8.4733 14.8999 -0.0007 0.0009 0.0266
Si 2.6898 12.1189 21.4821 -0.0108 -0.0073 -0.0073
Si 9.1168 13.5579 31.3885 -0.0052 -0.0008 0.0454
Si 6.4177 13.7557 26.2536 -0.0095 -0.0036 0.0317
Si 2.1665 14.7302 30.0613 -0.0047 -0.0023 0.0376
Si 10.6351 10.8904 25.3091 -0.0067 -0.0037 0.0257
Si 4.299 3.5065 17.0237 0.0006 -0.0027 0.0336
Si 12.2303 4.1164 16.9364 0.0123 -0.0078 0.032
Si 8.5226 9.4938 23.538 0 -0.0045 0.0311
Si 11.9138 7.9773 32.5528 0.0003 0.003 0.0446
Si 4.285 11.72 32.7512 0.0058 0.0039 0.0421
Si 8.8901 6.8209 27.9314 0.0026 0.0144 0.0331
Si 7.4394 5.7411 14.4104 -0.0024 -0.0132 0.0284
Si 10.7167 12.3887 16.466 0.0055 -0.0069 0.0251
Si 8.3203 9.1154 20.4414 -0.001 -0.0001 0.0343
Si 11.8589 9.3948 29.8062 -0.0068 -0.0073 0.0397
Si 7.521 11.1461 30.0458 -0.0018 -0.0094 0.0426
Si 2.4285 7.8062 27.5232 -0.0063 0.0108 0.0313
Si 8.1644 6.2207 19.2627 -0.0006 -0.0043 0.0234
Si 10.2269 4.8195 26.2428 -0.0076 0.0031 0.0254
Si 5.3368 14.2522 23.5168 -0.0026 -0.0015 0.0184
Si 9.5152 9.9485 28.1676 -0.0039 -0.0001 0.0322
Si 5.922 6.0517 17.0888 0.0035 0.0056 0.0347
Si 11.6058 3.4626 21.6091 0.002 0.0012 0.0328
Si 7.2484 12.2434 23.9093 0.0009 -0.0017 0.0249
Si 5.0047 13.0345 19.6384 0.0018 -0.0033 0.0286
Si 8.9019 7.5916 14.3898 0.0124 0.0092 0.0133
Si 7.8102 9.7149 16.4259 0.0077 0.0055 0.0308
Si 4.0383 12.8518 14.3299 0.0028 -0.0059 0.025
Si 2.5904 10.6965 24.1238 -0.0014 -0.0064 0.0299
Si 2.7669 11.9098 30.0444 0.0042 0.007 0.039
Si 9.818 13.6136 24.0943 -0.0034 0.0012 0.0259
Si 4.585 9.6781 26.119 0.0008 -0.0023 0.0298
Si 11.7083 6.2903 14.9154 0.004 -0.0016 0.0235
Si 6.217 4.7309 21.0104 -0.0135 0.0045 0.0323
Si 2.7814 4.9454 23.0935 -0.005 -0.0009 0.0261
Si 10.7809 5.0749 19.3345 -0.0046 0.0017 0.0261
Si 6.7482 11.5073 14.0855 0.0067 -0.0111 0.0145
O 5.5516 8.6518 25.3588 -0.0007 -0.005 -0.0117
O 10.2701 12.9426 32.3473 -0.0077 0.0022 -0.0224
O 12.953 10.4804 30.2354 0.0018 -0.0018 -0.0212
O 9.5673 5.9761 29.1454 -0.0009 0.003 -0.0111
O 3.315 11.1324 33.9159 0.01 0.0083 -0.0198
O 5.0006 13.0201 33.389 -0.0102 -0.0089 -0.0267
O 12.0359 13.9284 34.0415 -0.0078 -0.0052 -0.0089
O 10.1232 10.4577 26.7691 0.0049 0.0043 -0.0245
O 5.3757 10.6154 32.3802 0.0001 -0.0031 -0.0091
O 9.5256 13.5984 34.7865 0.0196 -0.012 -0.0108
O 10.9807 11.5441 34.4895 -0.0139 0.0106 0.0028
O 4.1728 13.392 18.2913 -0.005 0.0115 -0.0185
O 6.7898 9.6467 17.666 0.014 0 -0.0235
O 1.9937 9.5513 14.2736 0.0033 -0.0057 -0.0044
O 6.8873 5.9196 32.5354 -0.005 0.0054 -0.0071
O 4.2208 8.1683 13.8645 0.0002 -0.0072 -0.0191
O 5.7326 8.1013 31.8593 0.0024 0.0026 0.0043
O 5.4127 10.5361 27.2026 -0.0068 -0.0097 -0.0142
O 11.5606 8.4407 31.0592 0.0014 0.0034 -0.0268
O 3.542 9.0479 16.3162 -0.0072 -0.0009 -0.0196
O 6.3159 6.1325 15.5308 0.017 0.0008 -0.0221
O 3.5416 6.3451 22.9231 0.0021 0.0023 -0.0029
O 9.1696 10.2804 19.6781 0.0031 0.0007 -0.0209
O 10.5692 7.8359 33.4295 0.0136 -0.0014 -0.0201
O 9.7401 14.3434 30.1438 0.0063 0.0112 -0.0312
O 7.292 6.5701 27.9018 -0.0009 -0.0079 -0.0037
O 11.8307 13.5452 16.3922 -0.0005 0.0017 -0.0079
O 10.4404 7.2869 14.8587 -0.0103 -0.0043 -0.0066
O 6.5261 6.2452 25.371 -0.0003 0.0051 -0.0146
O 2.528 7.7979 18.491 0.0084 0.0018 -0.0103
O 2.3973 15.04 31.6165 -0.0071 -0.0058 -0.0241
O 3.5323 15.0936 29.2617 0.0089 0.0098 -0.0242
O 2.6965 10.6186 20.8834 0.0024 -0.0031 -0.011
O 5.4833 4.5305 17.3777 -0.0085 -0.001 -0.0113
O 7.3917 13.005 14.1142 -0.0026 -0.0004 -0.0146
O 12.6389 6.5501 32.4762 0.0044 0.0001 -0.0052
O 2.6793 12.0722 14.7324 0.0098 0.0029 -0.011
O 3.9329 10.6747 25.019 -0.0065 0.0002 -0.0123
O 9.8614 2.7992 13.6111 -0.0006 0.0023 -0.0096
O 4.7374 7.0653 17.4252 0.0031 -0.0091 -0.01
O 7.5038 9.892 31.0871 0.0032 0.0085 -0.031
O 8.0125 8.4151 15.4973 0.0024 -0.0082 -0.0201
O 9.2743 13.0551 16.0706 -0.0034 0.0048 -0.0114
O 8.7325 9.0984 21.9934 -0.0068 -0.0002 -0.0336
O 6.7406 9.4413 20.2594 -0.0017 -0.0013 -0.0192
O 10.7188 11.7297 17.9644 0.0043 0.0012 -0.0191
O 11.4587 5.28 16.141 0.0031 -0.0005 -0.0127
O 10.1557 14.8062 27.6103 0.002 0.0094 -0.0282
O 5.9079 3.4267 20.0962 -0.0075 -0.0023 -0.0084
O 8.2393 4.4085 14.939 -0.0044 0.014 -0.0131
O 10.3089 12.4506 25.094 0.0056 0.0046 -0.0132
O 2.9339 4.3308 16.7913 -0.0002 -0.0009 -0.0058
O 11.1524 11.2721 15.3672 0.0037 -0.0001 -0.0153
O 3.2198 6.7094 28.408 0.0017 0.0013 -0.0118
O 4.269 5.8453 32.3468 -0.0079 -0.007 -0.0132
O 8.2175 10.7815 28.628 0.0101 -0.0038 -0.0137
O 2.1881 7.1125 15.1688 -0.0025 0.002 -0.0024
O 8.2432 14.6145 32.2201 0.0098 -0.016 -0.026
O 10.9379 13.9322 23.0027 0.0046 0.0026 -0.0148
O 3.8022 14.5755 23.1903 -0.0037 0.0027 0.0016
O 5.4816 14.4451 25.113 0.0025 -0.0008 -0.0253
O 2.6235 4.6544 26.844 -0.0091 0.0007 -0.0186
O 8.2064 12.3731 30.8166 -0.0049 -0.0032 -0.0173
O 5.1061 5.2738 27.4062 0.0038 -0.0052 -0.0109
O 1.4129 12.9975 21.0114 0.001 0.0012 -0.0164
O 9.3604 5.344 18.6279 -0.0018 0.0004 -0.0063
O 1.852 4.6051 21.83 -0.0116 0.0002 -0.0044
O 8.489 13.1061 23.3142 0 0.002 -0.0238
O 11.8849 5.4173 13.5715 -0.0003 0.0035 -0.0132
O 11.8657 4.7811 29.4666 -0.0056 0.0054 -0.0234
O 9.1794 5.6791 33.826 -0.0092 -0.0012 -0.0068
O 7.4185 10.6787 23.6338 0.0043 -0.0033 -0.0179
O 9.9176 9.9946 24.1664 -0.0071 -0.0072 -0.0101
O 11.7997 4.1905 18.4746 0.0044 -0.0113 -0.024
O 7.2255 10.8815 15.4948 0.0026 0.0046 -0.0162
O 6.261 15.2167 22.5878 0.0058 0.007 -0.0245
O 1.4971 8.3684 20.9157 -0.0017 -0.0063 -0.0143
O 9.5531 14.9335 24.9839 0.003 -0.0074 -0.0155
O 5.5903 13.134 27.4798 0.0045 0.0129 -0.0193
O 5.8561 11.6924 19.2791 0.0005 -0.0026 -0.0132
O 7.1236 6.4461 18.0722 -0.0169 0.0023 -0.0219
O 12.6468 13.1712 29.866 0.0059 -0.0002 -0.0099
O 4.0192 12.8037 20.891 0.003 0.0006 -0.0093
O 9.2707 9.9287 17.0433 -0.0104 -0.0002 -0.0175
O 2.471 9.3677 23.1943 -0.0037 -0.0025 -0.0189
O 5.133 5.9558 20.8877 0.0058 -0.0012 -0.0058
O 2.6549 11.9683 23.1093 -0.0024 0.0015 -0.0357
O 12.5494 7.0347 26.3106 -0.0073 -0.012 -0.0135
O 4.6211 2.7335 15.6431 -0.0047 -0.0116 -0.0192
O 3.4221 8.8877 26.89 0.0066 0.0009 -0.0113
O 12.8595 9.0546 33.2827 -0.0049 0 -0.0229
O 7.6033 5.3767 20.5221 0.0075 0.0054 -0.0091
O 11.3896 6.5401 19.5432 0.0006 -0.0084 -0.0071
O 11.227 9.1206 18.6211 -0.0035 0.0008 -0.0142
O 6.0308 11.5701 29.5981 -0.0055 0.0029 -0.0182
O 10.5229 4.1748 20.6554 -0.0094 0.01 -0.0279
O 5.8584 12.7352 23.2313 -0.003 0.0028 -0.0188
O 8.6603 7.673 19.7858 0.0021 -0.0045 -0.0166
O 9.4415 6.225 26.5212 0.0014 -0.0066 -0.0157
O 7.964 8.2379 24.3824 0.0035 0.0062 -0.0121
O 4.5114 9.443 18.7396 0.0007 -0.0034 -0.0194
O 4.0981 8.3708 21.384 -0.0066 -0.001 -0.0103
O 12.229 10.7195 25.1513 0.0024 0.0004 -0.0074
O 5.9248 7.3895 23.0322 -0.0096 -0.002 -0.0197
O 7.2342 12.564 25.5131 0.0068 0.0021 -0.019
O 12.753 5.1187 24.3915 0.0076 -0.0059 -0.0238
O 10.5378 10.2021 29.3861 -0.0108 -0.0033 -0.0216
O 9.1742 8.3822 28.057 -0.002 -0.0077 -0.0068
O 3.6584 11.8462 28.7032 0.0104 -0.0029 -0.0166
O 7.3043 15.0049 26.7958 -0.0044 -0.0035 -0.0074
O 5.1387 11.7026 13.9698 -0.0045 0.0003 -0.0133
O 3.5697 12.1973 31.4065 -0.0092 -0.0007 -0.0259
O 12.2771 8.543 28.5052 0.0107 -0.0056 -0.0219
H 5.3365 10.3976 42.4115 0.3296 0.274 -0.2829
H 6.9811 12.04 42.4115 -0.3854 -0.2461 -0.2557
H 9.7005 14.7398 42.3952 -0.2338 -0.3274 -0.2994
H 8.0551 13.0988 42.3952 0.3513 0.2799 -0.2681
H 7.0416 17.4209 42.3789 -0.2629 -0.3017 -0.2958
H 5.3968 15.7785 42.3789 0.3331 0.3239 -0.2616
H 8.1284 7.621 42.4303 0.3599 0.2138 -0.2543
H 9.768 9.2686 42.4303 -0.3158 -0.313 -0.2239
H 12.4969 11.9704 42.3761 -0.2309 -0.3193 -0.2848
H 10.8383 10.342 42.3761 0.3097 0.2987 -0.2818
H 4.3327 14.7183 42.3975 -0.3512 -0.2994 -0.2592
H 2.7015 13.0628 42.3975 0.2924 0.2628 -0.2519
H 12.4197 6.5881 42.4479 -0.1866 -0.3711 -0.2464
H 10.7748 4.9459 42.4479 0.1865 0.4085 -0.2416
H 13.4982 7.6884 42.4018 0.2173 0.327 -0.2917
H 15.1371 9.3366 42.4018 -0.427 -0.2049 -0.2632
H 4.8653 9.0073 6.0116 -0.3501 -0.2063 0.2887
H 3.2077 7.3778 6.0116 0.2222 0.4365 0.246
H 7.6039 11.7203 5.9998 -0.4412 -0.2277 0.2392
H 5.9485 10.089 5.9998 0.175 0.3945 0.2603
H 4.9407 14.4123 5.9906 -0.1994 -0.4949 0.2295
H 3.2943 12.7716 5.9906 0.3336 0.2218 0.284
H 5.9938 4.5838 5.9933 0.434 0.2594 0.2446
H 7.6426 6.2222 5.9933 -0.1793 -0.3309 0.2878
H 10.3826 8.9721 5.999 -0.2913 -0.3695 0.2611
H 8.7413 7.3262 5.999 0.3793 0.1515 0.2523
H 11.4566 10.0263 5.9706 0.4686 0.1835 0.2461
H 13.0942 11.6751 5.9706 -0.1296 -0.424 0.2682
H 8.6623 12.776 6.0125 0.2264 0.4474 0.2509
H 10.2963 14.4288 6.0125 -0.363 -0.1268 0.2613
H 13.0328 6.3168 6.0031 -0.4347 -0.2433 0.2194
H 11.4059 4.6567 6.0031 0.1749 0.303 0.2794

Results
free energy: -157064.955 eV
free energy less fixed offsets of H -15.71, O -570.45, Si -639.56 eV per atom: -4.745 eV

The program warned: the cutoff lies below the one the program advises for these potential files; the forces do not sum to zero within the program's tolerance; empty levels may hold ghost states of the PAW files; the exchange-correlation potential is rough where the density is thin.
